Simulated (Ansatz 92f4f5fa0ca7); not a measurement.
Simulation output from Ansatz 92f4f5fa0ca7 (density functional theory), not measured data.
Periodic cell of 285 atoms, Si195O90, from a study of silicon, its oxide and their interface. The atomic structure is a simulated model.
Doubt: the cutoff is far below the 930 eV that the study's wrapper takes by default for these files, so forces and energies are approximate.
This geometry differs little from another in the collection (a relaxation step or a small displacement).

Settings: functional PBE; potential files Ansatz PAW; basis plane waves; wave-function cutoff 580 eV; density cutoff ratio 5; exchange-correlation grid ratio 1; k mesh 1 x 1 x 1, Gamma-centred; self-consistency stop 5e-08 eV per atom in the density residual; occupations fixed; spin none; net charge 0.

Cell vectors (angstrom)
a  11.6015  0  0
b  0  10.938  0
c  0  0  40.366

Atoms: element, x, y, z (angstrom)
Si  0  0  0.9665
Si  3.8672  0  0.9665
Si  7.7343  0  0.9665
Si  1.9336  1.3673  0.9665
Si  5.8008  1.3673  0.9665
Si  9.6679  1.3673  0.9665
Si  0  5.469  0.9665
Si  3.8672  5.469  0.9665
Si  7.7343  5.469  0.9665
Si  1.9336  6.8362  0.9665
Si  5.8008  6.8362  0.9665
Si  9.6679  6.8362  0.9665
Si  1.9336  2.7345  39.3989
Si  5.8008  2.7345  39.3989
Si  9.6679  2.7345  39.3989
Si  0  4.1018  39.3989
Si  3.8672  4.1018  39.3989
Si  7.7343  4.1018  39.3989
Si  1.9336  8.2035  39.3989
Si  5.8008  8.2035  39.3989
Si  9.6679  8.2035  39.3989
Si  0  9.5708  39.3989
Si  3.8672  9.5708  39.3989
Si  7.7343  9.5708  39.3989
Si  0  0  4.8337
Si  3.8672  0  4.8337
Si  7.7343  0  4.8337
Si  1.9336  1.3673  4.8337
Si  5.8008  1.3673  4.8337
Si  9.6679  1.3673  4.8337
Si  0  5.469  4.8337
Si  3.8672  5.469  4.8337
Si  7.7343  5.469  4.8337
Si  1.9336  6.8362  4.8337
Si  5.8008  6.8362  4.8337
Si  9.6679  6.8362  4.8337
Si  1.9336  2.7345  2.9001
Si  5.8008  2.7345  2.9001
Si  9.6679  2.7345  2.9001
Si  0  4.1018  2.9001
Si  3.8672  4.1018  2.9001
Si  7.7343  4.1018  2.9001
Si  1.9336  8.2035  2.9001
Si  5.8008  8.2035  2.9001
Si  9.6679  8.2035  2.9001
Si  0  9.5708  2.9001
Si  3.8672  9.5708  2.9001
Si  7.7343  9.5708  2.9001
Si  -0.1095  0.212  29.0268
Si  3.4118  0.2863  29.6043
Si  8.7943  0.7431  30.3657
Si  1.5176  1.7357  29.6265
Si  4.7979  2.1804  29.441
Si  7.0374  1.1636  27.9658
Si  -2.2864  5.8493  28.7279
Si  3.3941  6.4273  30.3253
Si  6.0425  8.5571  31.6239
Si  1.5382  5.8895  28.9371
Si  7.2273  5.3988  29.7001
Si  11.0765  5.9961  30.2206
Si  1.7431  2.9481  31.6675
Si  5.5562  2.9464  31.5637
Si  9.4062  2.6779  31.7451
Si  -0.2818  4.148  31.7168
Si  3.663  4.4223  31.7092
Si  7.5383  4.1719  31.7165
Si  2.4069  8.0975  31.7384
Si  5.6653  7.2314  29.7445
Si  10.0751  7.9098  31.6682
Si  0.354  9.287  31.5712
Si  4.0051  9.8359  31.5812
Si  8.2253  9.6138  31.6114
Si  0.0769  -0.0226  33.4413
Si  3.8668  0.1408  33.565
Si  7.7964  -0.0297  33.6018
Si  1.9018  1.4751  33.5437
Si  5.8151  1.4267  33.4584
Si  9.6876  1.3621  33.6663
Si  -0.02  5.4523  33.684
Si  3.8753  5.577  33.7119
Si  7.6875  5.5569  33.6074
Si  1.9405  6.8562  33.711
Si  5.8161  7.0055  33.533
Si  9.6888  6.8013  33.6826
Si  1.9739  2.7491  35.5388
Si  5.8596  2.7154  35.4891
Si  9.7086  2.7516  35.5658
Si  0.0448  4.0856  35.5805
Si  3.9313  4.0958  35.5466
Si  7.7539  4.1205  35.5135
Si  1.9026  8.2627  35.5714
Si  5.7724  8.2477  35.5367
Si  9.6554  8.2485  35.5419
Si  -0.0163  9.6188  35.4824
Si  3.8432  9.6247  35.4865
Si  7.7056  9.5871  35.5474
Si  0  0  37.4653
Si  3.8672  0  37.4653
Si  7.7343  0  37.4653
Si  1.9336  1.3673  37.4653
Si  5.8008  1.3673  37.4653
Si  9.6679  1.3673  37.4653
Si  0  5.469  37.4653
Si  3.8672  5.469  37.4653
Si  7.7343  5.469  37.4653
Si  1.9336  6.8362  37.4653
Si  5.8008  6.8362  37.4653
Si  9.6679  6.8362  37.4653
Si  1.915  2.7267  6.7695
Si  5.779  2.7133  6.7943
Si  9.6387  2.7198  6.7817
Si  -0.0316  4.0858  6.7649
Si  3.8564  4.0939  6.7776
Si  7.7048  4.0832  6.787
Si  1.9214  8.2069  6.7594
Si  5.7781  8.1867  6.7943
Si  9.6325  8.1822  6.7702
Si  -0.0379  9.5491  6.7515
Si  3.8593  9.5671  6.7656
Si  7.7113  9.5596  6.7641
Si  -0.0576  -0.0218  8.6769
Si  3.8533  -0.0209  8.7135
Si  7.708  -0.012  8.6967
Si  1.8885  1.3054  8.6667
Si  5.7871  1.3385  8.7504
Si  9.6202  1.3789  8.7456
Si  -0.0367  5.478  8.6807
Si  3.8469  5.4267  8.7433
Si  7.6653  5.4297  8.747
Si  1.9111  6.7856  8.6462
Si  5.7788  6.8084  8.7445
Si  9.5857  6.7891  8.6955
Si  1.8364  2.6131  10.6063
Si  5.7863  2.6537  10.7381
Si  9.6075  2.8931  10.62
Si  -0.0071  4.129  10.6055
Si  3.8093  3.9177  10.6009
Si  7.6277  4.1748  10.7742
Si  1.8894  8.1143  10.5718
Si  5.8046  8.1423  10.7152
Si  9.5543  8.1697  10.61
Si  -0.081  9.4365  10.508
Si  3.8431  9.4267  10.5653
Si  7.6638  9.655  10.6777
Si  -0.4982  -0.3203  12.4701
Si  3.9122  -0.2321  12.5063
Si  7.7458  0.1952  12.6426
Si  2.1189  1.24  12.5322
Si  5.6391  1.3129  12.7608
Si  9.7192  1.5544  12.5146
Si  0.015  5.4503  12.5919
Si  3.8366  5.236  12.5173
Si  7.682  5.5388  12.8209
Si  1.9957  6.7167  12.4759
Si  5.6138  6.7568  12.7024
Si  9.654  6.8332  12.5963
O  3.8237  9.8932  13.9676
O  3.8728  4.5002  14.0379
O  -4.0341  3.7129  16.721
O  10.044  -0.8969  15.485
O  5.0529  7.5683  14.0714
O  12.5022  0.3  13.1314
O  7.8117  4.5642  14.1859
O  2.4415  2.3379  13.7047
O  0.1873  4.4526  13.9146
O  8.1163  9.9487  13.7758
O  2.3072  7.7028  13.7843
O  10.2986  13.1659  13.9432
O  11.7457  10.8016  27.4427
O  9.2807  4.5343  27.686
O  6.7603  4.2799  28.5122
O  6.0139  8.2355  28.4489
O  3.4876  10.3801  28.1529
O  11.8285  -1.0749  29.9983
O  -6.0757  1.7652  27.9884
O  7.9235  2.276  27.1446
O  7.1355  10.5665  27.4248
O  3.8549  3.4989  29.0024
O  -1.7089  0.5243  29.161
O  9.3737  7.2609  27.8785
Si  5.6151  11.558  18.7534
Si  3.7122  2.9417  14.53
Si  -1.3847  5.8396  19.8971
Si  6.449  9.0975  27.1201
Si  10.5844  11.144  21.5466
Si  0.5719  2.1948  22.9955
Si  5.8993  6.2865  22.2319
Si  3.6538  8.3475  14.4687
Si  7.8615  4.1948  20.824
Si  1.9114  6.8596  26.7725
Si  2.9367  9.8555  21.46
Si  1.8546  10.7964  24.3003
Si  2.0578  8.4612  17.0457
Si  14.5205  -4.2852  21.193
Si  1.5336  5.631  18.6011
Si  -0.5041  3.3217  14.8762
Si  7.804  3.9098  27.2812
Si  10.4378  8.191  22.0412
Si  6.8912  2.4565  23.298
Si  2.3058  3.6147  28.3853
Si  9.1073  7.8572  26.3858
Si  5.9964  4.8095  24.9535
Si  1.8637  2.8159  16.9726
Si  3.5508  9.6732  26.688
Si  3.0428  4.9856  25.8441
Si  7.5121  -2.1972  21.6293
Si  10.9516  10.4726  26.0484
Si  9.6111  1.4043  24.1307
Si  -2.7686  -3.8203  17.419
Si  12.9898  4.9845  23.2506
Si  9.617  0.4695  18.5736
Si  10.8577  9.4556  16.7525
Si  7.3568  -1.7176  18.6159
Si  8.4537  4.6149  15.6968
Si  7.7041  2.7133  18.0004
Si  -1.9065  -1.4587  13.9965
Si  11.1402  6.7848  24.6489
Si  5.7985  0.2273  21.7057
Si  2.5826  11.1898  18.6748
O  7.4644  -2.9291  17.5455
O  9.4398  4.6788  20.7739
O  6.5161  1.605  17.8323
O  9.9728  4.0582  15.783
O  6.864  5.4293  21.2275
O  2.3818  10.892  20.295
O  -1.8109  7.8348  13.9443
O  3.3606  8.2908  16.0717
O  3.2789  2.812  16.1061
O  2.387  9.6826  18.0758
O  2.7551  8.2571  26.8087
O  1.7236  1.5084  18.0005
O  1.1696  3.595  22.4323
O  7.149  -0.6495  21.8947
O  5.9021  -0.9958  18.5911
O  2.9743  10.594  25.4669
O  0.0193  5.3981  19.1932
O  0.5912  2.725  15.9312
O  4.6824  5.0591  25.8884
O  -1.4755  8.1034  17.3034
O  1.7628  6.2074  22.2563
O  8.1086  1.9905  24.2757
O  11.2235  7.8463  23.4176
O  1.6659  1.4562  23.9736
O  0.0016  5.3392  24.0507
O  9.6141  6.7834  25.2515
O  1.8644  4.2509  17.7824
O  11.8493  1.2174  21.7281
O  7.3003  4.6841  25.9312
O  7.4236  12.0842  29.5639
O  4.4969  10.2163  21.7418
O  -0.9882  -3.874  20.89
O  0.4465  10.2023  24.8764
O  2.6221  4.7506  24.2859
O  10.7744  2.5119  23.7998
O  9.6367  0.3429  22.8761
O  5.8879  3.434  24.1085
O  7.5209  8.2296  26.2354
O  5.8677  1.0544  20.3049
O  5.0979  9.355  26.2546
O  7.4777  3.5717  19.3702
O  2.4813  3.7001  26.732
O  2.1827  10.0202  22.9019
O  -2.4336  1.9422  18.0083
O  -6.4852  2.1492  14.1388
O  4.3498  6.1227  21.7668
O  2.6225  5.8552  19.8017
O  9.127  6.2115  18.7398
O  6.2534  7.8568  22.1002
O  4.0745  0.8029  18.3535
O  -2.7438  -2.6092  22.4302
O  5.8328  1.2855  22.9202
O  10.0074  9.1866  26.2458
O  -3.0753  6.1752  16.1422
O  10.91  10.678  17.8656
O  6.1363  5.9706  23.8205
O  9.9764  0.7457  25.5732
O  8.3971  -0.5391  18.2518
O  0.7365  -1.9298  16.2523
O  7.7655  8.5441  20.0366
O  7.6458  3.0717  21.9852
O  1.6676  7.006  17.7007
O  11.0383  9.582  21.427
O  0.5642  7.1634  25.8685
O  2.8448  8.2799  21.0013
O  9.8246  0.6311  20.1774

Results
free energy: -175141.970 eV
free energy less fixed offsets of O -568.88, Si -635.61 eV per atom: 1.180 eV

Forces (eV/angstrom), in the order of the atoms: element, x, y, z
Si  0.0025  0.0557  -0.014
Si  -0.0011  0.0495  -0.0106
Si  0.0062  0.0289  -0.0004
Si  -0.0017  -0.0335  -0.0087
Si  0.002  -0.0755  0.0006
Si  -0.0085  -0.0174  0.0084
Si  0.0019  0.0193  -0.0043
Si  -0.0054  0.0222  0.0045
Si  -0.0076  0.0577  0.0007
Si  -0.0065  -0.0029  0.0192
Si  -0.0032  -0.058  0.0098
Si  0.0154  -0.0382  0.01
Si  -0.0024  0.0452  -0.0127
Si  -0.0108  0.1054  -0.0466
Si  -0.0029  0.0043  0.0023
Si  -0.0085  0.0082  0.0395
Si  -0.0145  0.0168  0.0343
Si  0.0082  -0.0328  0.0263
Si  0.0264  -0.0286  0.0296
Si  0.0145  0.0473  0.0068
Si  -0.0037  0.0255  0.0152
Si  0.0108  -0.0928  -0.037
Si  0.008  -0.0683  -0.0207
Si  0.013  -0.0306  -0.004
Si  -0.0486  -0.0133  -0.0459
Si  0.0188  0.0354  -0.0072
Si  -0.0317  -0.0039  -0.0073
Si  0  -0.0304  -0.0091
Si  -0.0228  -0.0791  0.113
Si  -0.0332  -0.0657  0.0734
Si  -0.0279  -0.0181  0.0327
Si  -0.0009  -0.0124  0.0902
Si  -0.0331  -0.0321  0.1616
Si  -0.0063  -0.0161  -0.0364
Si  -0.0071  -0.0469  0.1159
Si  -0.0382  -0.1078  -0.0214
Si  -0.0133  0.0168  -0.0087
Si  -0.0029  0.0745  0.0154
Si  -0.0022  0.0345  0.0166
Si  0.0002  -0.0155  -0.0049
Si  -0.0108  -0.0276  0.008
Si  -0.0075  -0.0574  0.0139
Si  -0.007  -0.0023  -0.0238
Si  -0.0037  0.0598  0.0069
Si  -0.0121  0.0379  -0.0022
Si  0.0026  -0.0273  -0.0164
Si  -0.0179  -0.0435  0.0099
Si  -0.0082  -0.0261  0.0068
Si  -0.0415  -0.2395  0.0287
Si  0.0809  -0.2605  0.0028
Si  0.1243  -0.0737  0.241
Si  0.2859  0.0686  -0.0413
Si  -0.2319  0.0611  -0.4312
Si  -0.0245  0.0202  -0.0984
Si  -0.0576  -0.0116  0.0535
Si  0.0479  -0.0343  -0.1601
Si  -0.0516  -0.0463  -0.0039
Si  0.0342  -0.0407  -0.001
Si  -0.0344  0.13  0.0189
Si  0.0419  0.0128  0.0098
Si  -0.0208  -0.0087  -0.0012
Si  -0.0057  0.0015  0.1974
Si  -0.0254  -0.0882  -0.0122
Si  -0.0682  0.0919  -0.0318
Si  -0.007  0.0277  -0.0961
Si  0.0528  0.0301  -0.1453
Si  -0.0445  -0.0136  0.0494
Si  -0.0032  -0.1049  0.0128
Si  0.0095  0.007  -0.0359
Si  -0.0444  0.0951  -0.0335
Si  -0.038  0.0867  -0.0768
Si  0.0622  0.0707  -0.0192
Si  -0.0929  -0.0478  -0.0372
Si  -0.0529  -0.0311  -0.0051
Si  0.0071  0.0099  -0.0766
Si  0.046  -0.0082  0.0389
Si  0.0229  0.0019  0.0199
Si  0.0854  -0.0334  -0.0019
Si  0.0543  -0.1228  0.0213
Si  0.0695  -0.1025  0.1153
Si  -0.0136  -0.0714  0.0663
Si  -0.0444  0.0749  -0.0796
Si  -0.0711  0.0749  -0.0115
Si  -0.0513  0.0716  0
Si  0.0198  0.0025  -0.0211
Si  -0.0196  0.003  -0.0331
Si  -0.0219  0.0079  -0.0445
Si  0.0131  0.0256  0.0189
Si  0.0267  0.0378  -0.0065
Si  0.0327  0.0208  0.0212
Si  -0.0067  -0.0409  0.0453
Si  -0.0144  -0.0381  0.0211
Si  -0.0227  -0.0504  0.0162
Si  0.034  0.0626  -0.0355
Si  -0.0122  0.0603  0.0122
Si  -0.0222  -0.0094  -0.0046
Si  -0.0765  0.164  -0.2184
Si  -0.0478  0.084  -0.088
Si  -0.0238  0.1444  0.1425
Si  0.1045  -0.0385  -0.0008
Si  0.082  -0.0512  -0.1976
Si  -0.0096  -0.0034  0.2216
Si  0.0459  0.1392  0.1763
Si  0.1107  -0.034  0.0987
Si  0.0264  0.0438  -0.0847
Si  -0.0407  0.0975  0.057
Si  -0.1046  0.0512  -0.1167
Si  0.017  0.0802  -0.0446
Si  -0.0005  0.0079  0.0074
Si  -0.0135  -0.024  0.0032
Si  -0.001  -0.0078  -0.0011
Si  0.011  0.0154  0.0035
Si  -0.0007  -0.0047  0.0049
Si  -0.0056  0.0149  0.0004
Si  -0.0041  -0.0055  -0.0186
Si  0.0103  -0.0193  -0.0187
Si  -0.0084  -0.004  0.0119
Si  0.0065  0.0163  0.0128
Si  0.0006  0.0077  0.0122
Si  0.0003  0.0028  0.0124
Si  -0.0066  -0.0074  -0.0318
Si  -0.036  -0.051  0.0157
Si  -0.0105  -0.0244  -0.0304
Si  0.0313  0.0022  0.0001
Si  0.0275  0.0539  -0.0313
Si  0.0239  0.0504  0.0193
Si  -0.0246  -0.0392  -0.0573
Si  0.0185  -0.0431  -0.0326
Si  0.0405  -0.0571  -0.0581
Si  0.0193  0.0453  0.0075
Si  -0.0492  0.0622  -0.0065
Si  0.0012  0.0612  0.0143
Si  -0.039  -0.0008  -0.0745
Si  0.0134  -0.1133  0.0504
Si  -0.0127  -0.0999  -0.0513
Si  0.0512  0.0497  0.078
Si  -0.006  0.0384  -0.0189
Si  0.0063  0.087  0.056
Si  -0.0302  -0.0726  -0.0037
Si  -0.0191  -0.0671  0.0285
Si  -0.0292  -0.0811  -0.0098
Si  0.0075  0.0578  0.0895
Si  0.0265  0.0612  -0.0088
Si  0.0236  0.0554  0.0321
Si  0.1516  0.1468  -0.0779
Si  -0.0173  0.0864  -0.0153
Si  -0.0459  0.1226  -0.0677
Si  -0.0641  -0.1981  0.075
Si  0.0348  -0.0476  -0.0269
Si  -0.0468  -0.2145  0.1383
Si  -0.0244  0.0369  -0.0231
Si  -0.0043  0.125  0.0473
Si  -0.0839  0.0339  -0.05
Si  -0.0248  -0.0873  -0.0383
Si  0.0999  -0.0637  -0.054
Si  0.0742  -0.075  0.0603
O  -0.0095  -0.0121  -0.0274
O  -0.0021  -0.0575  -0.0337
O  -0.0098  -0.0161  -0.005
O  -0.0116  -0.0055  -0.0587
O  -0.0593  0.0455  0.0095
O  -0.0123  -0.0345  -0.0417
O  0.0358  -0.0204  0.0121
O  0.0193  0.0366  -0.0207
O  0.0021  -0.0471  0.0045
O  0.0449  -0.0003  -0.0233
O  0.0463  0.0275  0.0027
O  0.0411  0.0815  -0.011
O  -0.0334  -0.0027  0.0596
O  -0.0221  -0.0905  -0.0789
O  0.0741  -0.0459  0.0355
O  0.0451  0.1018  -0.0528
O  -0.0386  0.1316  0.1609
O  -0.0353  0.0769  -0.0397
O  -0.0489  -0.0497  0.2249
O  -0.0187  -0.0376  0.0299
O  0.001  0.0042  0.0177
O  0.0861  -0.0134  0.0749
O  0.0666  -0.0168  -0.0582
O  0.0007  0.0201  -0.0525
Si  -0.0137  0.0044  -0.0009
Si  0.0174  0.0219  0.0262
Si  0.0244  -0.0019  -0.0136
Si  -0.058  -0.0682  -0.009
Si  -0.0043  0.0051  -0.0263
Si  0.012  0.016  -0.02
Si  -0.0038  -0.0036  0.0119
Si  0.0115  -0.0073  0.0283
Si  0.0002  -0.0099  -0.0129
Si  0.0206  -0.0801  0.0886
Si  -0.012  0.0027  -0.0138
Si  0.0195  -0.0108  0.0035
Si  -0.0079  -0.0028  0.0572
Si  -0.0244  -0.0101  -0.0176
Si  0.0018  -0.006  -0.0056
Si  -0.0223  -0.0124  -0.0175
Si  0.0178  0.0393  0.0087
Si  0.0177  -0.0098  -0.0212
Si  -0.0063  0.0169  -0.0141
Si  -0.0318  0.2409  0.0267
Si  0.0069  -0.0199  0.0142
Si  -0.0481  0.011  0.0119
Si  -0.0093  0.0156  0.0414
Si  -0.0004  -0.0778  -0.0841
Si  -0.0166  0.0251  0.0329
Si  -0.0191  -0.0093  -0.04
Si  -0.0137  -0.0144  -0.0429
Si  0.0124  0.0033  -0.0185
Si  0.0031  -0.0066  0.0136
Si  0.0179  -0.0035  0.0157
Si  -0.0053  0.0076  0.0311
Si  0.0124  -0.0246  0.0742
Si  0.0119  -0.0011  0.0196
Si  0.0235  -0.0206  0.01
Si  0.014  -0.0007  0.0225
Si  -0.0335  -0.0298  0.0835
Si  0.0381  -0.0131  0.05
Si  0.0076  0.0252  -0.0193
Si  0.0117  -0.0091  -0.0107
O  0.0121  0.0199  -0.0045
O  -0.0005  -0.0013  0.0085
O  -0.001  -0.0061  -0.0162
O  -0.0083  0.0145  -0.0308
O  0.0012  -0.0006  -0.0008
O  0.0092  -0.0076  0.0218
O  -0.0033  0.1373  -0.0979
O  0.0014  0.0087  -0.0237
O  0.0092  -0.0125  -0.0199
O  0.0047  0.0127  -0.0206
O  0.0022  0.0514  -0.004
O  0.0189  -0.0222  -0.007
O  -0.0006  -0.0058  0.0065
O  0.0045  -0.0219  0.0039
O  0.017  -0.006  -0.0075
O  -0.0191  0.0197  -0.0033
O  -0.0102  -0.0022  -0.002
O  0.0117  -0.0125  -0.0184
O  0.0468  -0.0186  -0.0144
O  0.0038  0.0206  -0.0386
O  0.0117  0.0061  -0.001
O  -0.0125  -0.0064  0.0095
O  -0.0102  0.0172  -0.0225
O  -0.0068  0.0004  0.0082
O  -0.0025  -0.0113  -0.0045
O  0.0092  0.0056  0.0071
O  -0.0015  0.0043  -0.0187
O  -0.0015  -0.0106  0.0066
O  -0.0036  -0.0102  0.0105
O  -0.0783  0.0479  -0.0638
O  0.0046  -0.0079  0.0133
O  -0.0059  0.0041  0.0104
O  -0.0045  -0.0045  0.0247
O  -0.0186  -0.0203  -0.0219
O  0.0065  -0.0165  0.0094
O  0.0079  0.0026  0.0085
O  0.0235  -0.0408  -0.013
O  0.028  0.0161  0.0323
O  0.0022  -0.0143  0.0032
O  0.0126  0.0075  0.0383
O  -0.0023  -0.0004  -0.0058
O  -0.0016  -0.0436  0.0011
O  0.0114  -0.0047  -0.0104
O  -0.0085  -0.0093  -0.0132
O  -0.0511  0.0413  0.012
O  0.0159  -0.0051  0.0046
O  0.0142  0.0057  0.0145
O  -0.0029  0.0038  -0.0149
O  0.0287  0.0147  0.0098
O  -0.0033  -0.0105  0.0025
O  -0.0109  -0.0053  0.0071
O  0.0155  -0.0122  0.002
O  0.0006  0.0153  0.0278
O  0.0159  0.0312  -0.0063
O  -0.0083  -0.0066  -0.0289
O  0.0012  0.0011  -0.0139
O  0.0088  -0.0201  0.0159
O  -0.0222  -0.026  -0.0004
O  -0.0021  0.0053  -0.0288
O  -0.0347  0.0083  -0.0174
O  -0.0035  0.0046  0.0111
O  0.0022  -0.0108  -0.0124
O  -0.0081  -0.0098  0.0084
O  -0.0415  0.0021  -0.058
O  0.0069  -0.0003  0.0029
O  0.0043  0.0065  -0.0005

The program warned: the cutoff lies below the one the program advises for these potential files; the exchange-correlation potential is rough where the density is thin.
